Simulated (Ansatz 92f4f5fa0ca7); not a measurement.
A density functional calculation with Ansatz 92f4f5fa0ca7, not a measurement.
Periodic cell of 226 atoms, Si134O92, from a study of silicon, its oxide and their interface. The atomic structure is a simulated model.
Doubt: the cutoff is far below the 930 eV that the study's wrapper takes by default for these files, so forces and energies are approximate.
This geometry differs little from another in the collection (a relaxation step or a small displacement).

Settings
functional: PBE
potential files: Ansatz PAW
basis: plane waves
wave-function cutoff: 580 eV
density cutoff ratio: 5
exchange-correlation grid ratio: 1
k mesh: 1 x 1 x 1, Gamma-centred
self-consistency stop: 5e-08 eV per atom in the density residual
occupations: fixed
spin: none
net charge: 0

Cell vectors (angstrom)
a	10.938	0	0
b	0	10.938	0
c	0	0	32.6278

Atoms and the computed forces on them: element, x, y, z (angstrom), force x, y, z (eV/angstrom)
Si	0.3065	-0.2677	25.1017	-0.0197	-0.0078	0.0381
Si	5.6443	-0.379	25.1881	-0.0268	0.0955	0.1337
Si	2.5902	2.8807	25.123	0.0498	-0.0443	0.0606
Si	7.9276	2.9045	25.1633	0.0123	-0.0036	0.0419
Si	0.298	5.0749	25.3118	-0.0716	0.0538	0.1312
Si	5.7171	5.1989	25.0531	0.0012	0.0277	0.0441
Si	2.5253	8.3381	25.067	-0.0032	-0.0116	0.091
Si	8.0161	8.4641	25.2469	0.0517	-0.078	0.0236
Si	1.4513	1.29	26.4519	0.0095	-0.0101	0.0078
Si	6.7711	1.3172	26.4561	-0.0326	-0.0523	-0.0475
Si	4.1336	4.0935	26.4378	0.0028	-0.0042	-0.0183
Si	9.5549	3.9878	26.5232	0.0161	0.0121	-0.0288
Si	1.4043	6.7842	26.4865	-0.0283	0.012	-0.0215
Si	6.8615	6.784	26.4307	-0.0025	-0.0401	-0.0086
Si	4.0845	9.4362	26.5052	-0.0109	0.0088	-0.0246
Si	9.6039	9.6274	26.5006	0.0383	-0.0095	0.0039
Si	2.7889	-0.0433	27.853	0.0086	0	-0.0032
Si	8.2116	0.0349	27.8477	0.0026	0.022	0.018
Si	0.0392	2.6467	27.8418	-0.0268	-0.0073	0.0108
Si	5.4531	2.7134	27.8372	-0.0055	-0.0206	0.0229
Si	2.7892	5.4606	27.8471	0.0057	0.014	0.0154
Si	8.2342	5.4501	27.8404	0.0125	0.0139	0.0036
Si	0.0043	8.1806	27.8368	-0.0086	-0.018	-0.0366
Si	5.4937	8.1216	27.8474	-0.0108	-0.009	0.0192
Si	4.1018	1.3673	29.2095	0.0107	-0.0634	0.1631
Si	9.5708	1.3673	29.2095	0.0802	-0.0358	0.3187
Si	1.3673	4.1018	29.2095	0.0877	-0.1194	-0.2398
Si	6.8362	4.1018	29.2095	-0.0047	-0.0644	-0.1337
Si	4.1018	6.8362	29.2095	0.1696	-0.182	0.3715
Si	9.5708	6.8362	29.2095	0.0144	-0.0322	0.057
Si	1.3673	9.5708	29.2095	0.0326	-0.0907	-0.0545
Si	6.8362	9.5708	29.2095	0.0506	-0.0932	-0.2269
Si	0	0	30.5768	-0.1029	-0.0372	-0.0055
Si	5.469	0	30.5768	-0.0326	0.0543	-0.0125
Si	2.7345	2.7345	30.5768	-0.0284	-0.022	-0.0017
Si	8.2035	2.7345	30.5768	0.0446	0.0407	-0.0173
Si	0	5.469	30.5768	-0.0436	0.0356	-0.0367
Si	5.469	5.469	30.5768	-0.0757	0.0152	0.0188
Si	2.7345	8.2035	30.5768	-0.0419	0.0072	-0.02
Si	8.2035	8.2035	30.5768	0.014	0.0139	-0.0138
Si	1.3673	1.3673	31.944	0.0038	0.0052	-0.0242
Si	6.8362	1.3673	31.944	0.0477	-0.0395	-0.0258
Si	4.1018	4.1018	31.944	0.0289	-0.0269	-0.004
Si	9.5708	4.1018	31.944	-0.0011	0.0005	-0.0188
Si	1.3673	6.8362	31.944	0.0489	-0.0338	-0.031
Si	6.8362	6.8362	31.944	0.0176	-0.0265	-0.0167
Si	4.1018	9.5708	31.944	0.003	-0.0238	-0.0269
Si	9.5708	9.5708	31.944	0.0444	-0.0096	-0.0039
Si	2.7345	0	0.6835	-0.007	0.012	0.0212
Si	8.2035	0	0.6835	-0.0258	0.047	0.0065
Si	0	2.7345	0.6835	-0.0372	0.0088	0.032
Si	5.469	2.7345	0.6835	-0.0147	-0.0151	0.0104
Si	2.7345	5.469	0.6835	-0.0782	0.0782	-0.0043
Si	8.2035	5.469	0.6835	0.0266	0.0098	0.0281
Si	0	8.2035	0.6835	-0.0213	-0.0149	0.009
Si	5.469	8.2035	0.6835	-0.0334	0.0202	0.031
Si	4.1018	1.3673	2.0507	0.0242	0.0603	0.0228
Si	9.5708	1.3673	2.0507	0.0132	-0.0893	-0.0122
Si	1.3673	4.1018	2.0507	0.1327	0.0338	-0.01
Si	6.8362	4.1018	2.0507	-0.0069	-0.0102	0.0135
Si	4.1018	6.8362	2.0507	-0.0275	-0.1107	-0.0159
Si	9.5708	6.8362	2.0507	0.0581	0.0461	0.0318
Si	1.3673	9.5708	2.0507	-0.0241	-0.0145	0.0154
Si	6.8362	9.5708	2.0507	0.096	0.0062	-0.0018
Si	0	0	3.418	-0.3406	-0.1108	-0.4135
Si	5.469	0	3.418	0.1468	0.1305	0.3165
Si	2.7345	2.7345	3.418	0.3687	0.4728	-0.3839
Si	8.2035	2.7345	3.418	-0.2483	-0.124	0.1427
Si	0	5.469	3.418	0.0635	0.1853	0.1489
Si	5.469	5.469	3.418	-0.2786	-0.062	-0.202
Si	2.7345	8.2035	3.418	-0.0123	-0.0068	0.0843
Si	8.2035	8.2035	3.418	-0.0399	0.186	-0.1153
Si	1.3389	1.4158	4.6658	0.0113	-0.0019	0.0004
Si	6.8191	1.3944	4.8656	0.0032	0.0036	0.0053
Si	4.1167	4.113	4.8243	0.0116	-0.0054	-0.0116
Si	9.5217	4.1399	4.7636	-0.0048	-0.0002	0.0038
Si	1.3707	6.8592	4.8184	-0.0023	0.0064	0.0028
Si	6.7727	6.8814	4.7395	0.0016	-0.0223	-0.0063
Si	4.0987	9.5787	4.792	0.0011	-0.004	0.005
Si	9.5326	9.612	4.7892	0.02	-0.003	-0.0193
Si	2.7168	0.1141	6.0009	0.0002	0.0059	0.0055
Si	8.2056	0.041	6.2544	-0.0234	0.0135	-0.0134
Si	0.0155	2.7772	6.0222	-0.009	0.0087	-0.0118
Si	5.4798	2.7846	6.3017	-0.0033	-0.0158	-0.0061
Si	2.7903	5.5369	6.2056	-0.0029	0.0144	-0.0111
Si	8.0947	5.4979	6.0803	0.013	-0.0145	-0.01
Si	-0.0154	8.2639	6.1464	-0.0034	-0.0123	0.0242
Si	5.4704	8.2304	6.198	-0.0254	0.0181	-0.0129
Si	3.7426	1.6526	7.4537	0.011	0.012	-0.0376
Si	9.9019	1.2407	7.4216	-0.0201	0.0107	-0.0081
Si	1.5513	3.9186	7.3627	-0.0025	0.0075	-0.0006
Si	6.6477	4.4166	7.6288	0.0025	-0.0249	-0.001
Si	4.3978	6.6544	7.5973	-0.0373	0.0025	0.0057
Si	9.2388	7.0897	7.3152	0.0857	-0.0208	-0.0822
Si	1.1578	9.96	7.3181	0.0083	-0.0358	-0.0538
Si	7.0585	9.3341	7.5502	-0.006	0.0404	-0.0195
O	5.5138	5.5342	8.1182	0.007	-0.0053	0.0101
O	0.0513	0.0954	7.9323	-0.014	0.0153	0.0377
O	2.6302	2.7925	7.8814	-0.0005	0.0007	0.016
O	8.1992	8.205	7.9302	-0.0417	0.0401	0.0311
O	1.3894	9.4855	24.6416	0.0049	-0.0054	-0.0331
O	6.8583	4.0643	24.6301	-0.0046	-0.0034	-0.026
O	6.8147	9.4797	24.7011	-0.0255	0.0547	-0.0604
O	1.3617	3.9312	24.7613	0.0176	0.0004	-0.059
O	6.4129	9.752	9.0297	-0.012	0.0045	0.041
O	0.8103	4.465	8.7358	-0.0031	-0.0078	-0.0049
O	2.1202	9.4725	8.5637	0.0051	0.0092	0.0085
O	7.438	3.8871	9.0131	0.0155	-0.0058	0.0115
O	9.722	6.1984	8.6102	-0.0143	-0.0178	0.0423
O	4.0904	0.9256	8.8863	-0.0052	-0.01	0.0358
O	3.8051	7.4005	8.9726	0.0067	0.006	-0.0026
O	9.4768	2.133	8.7523	-0.0032	0.0037	0.0121
O	4.791	0.1201	23.8706	-0.0218	0.0081	-0.0531
O	2.6002	0.2479	22.2265	-0.0048	-0.0074	0.0012
O	10.5773	5.7796	24.0035	-0.0124	0.0093	-0.0349
O	5.0597	5.7965	23.6505	-0.0228	0.0097	-0.022
O	8.8918	7.8902	23.9785	0.0243	-0.0262	-0.0107
O	3.2969	2.322	23.7159	0.0188	-0.0249	-0.0441
O	3.2441	7.7072	23.7038	0.0202	-0.0285	-0.0368
O	10.6727	0.5013	23.7499	-0.0152	0.0163	-0.0073
Si	5.1283	10.3167	16.078	0.0048	-0.0026	0.0019
Si	3.9625	11.8985	10.507	0.0197	-0.0026	0.0007
Si	12.2243	15.1666	16.4806	-0.0002	-0.0019	0.0022
Si	8.1307	10.0093	21.1147	-0.0071	0.0036	0.0045
Si	8.0441	11.1883	15.0671	-0.0055	0.0028	0.0007
Si	0.1263	5.0808	12.1021	-0.0062	0.0143	-0.0009
Si	11.8268	7.7523	20.9246	-0.0081	0.0008	0.0017
Si	3.8875	1.0462	22.8773	-0.0052	0.0074	0.0042
Si	2.3501	13.9851	12.0922	0.0051	0.0073	0.0133
Si	2.4764	-0.6774	20.8716	-0.0005	0.0018	-0.0042
Si	5.2732	0.3556	20.3933	-0.0004	0.0039	-0.0088
Si	8.0914	2.4795	9.544	-0.0001	0.0233	0.0042
Si	11.6006	0.6738	13.1133	0.0034	-0.0049	0.0121
Si	11.1828	5.9053	9.2253	0.0261	0.0038	0.0041
Si	6.6708	8.29	17.7618	-0.0015	-0.0028	0.0036
Si	8.5773	15.8492	18.7464	-0.001	-0.0017	-0.004
Si	12.6923	4.9086	21.2961	0.0083	0.0059	-0.0031
Si	2.5259	9.4918	11.9919	-0.0045	-0.012	0.0009
Si	9.3965	1.1163	22.9262	0.0086	-0.0044	-0.006
Si	9.3688	9.2529	17.0223	-0.003	-0.0036	0.0037
Si	17.3197	6.2845	15.3689	-0.0004	-0.0062	0.0043
Si	10.0328	2.2656	15.3295	-0.0037	0.0036	0.0063
Si	2.4551	5.2915	13.9555	-0.0068	-0.001	0.004
Si	16.2739	6.4854	20.0693	-0.0164	0.0057	0.0015
Si	5.5613	4.5733	17.7703	-0.0027	-0.0044	-0.0014
Si	3.8264	6.4598	22.8008	0.0174	0.0108	0.0043
Si	4.4319	12.6014	17.9408	0.0053	0.0004	0.0022
Si	-0.5055	14.0494	20.6414	-0.0099	-0.0119	-0.0028
Si	10.1841	17.2114	16.4583	-0.0057	0.0005	-0.0075
Si	12.9937	2.9858	19.1483	-0.005	0.0007	-0.0027
Si	8.0257	6.7691	20.9346	0.0024	-0.0032	-0.0092
Si	4.1501	8.0129	14.1873	-0.0013	0.0041	0.0066
Si	8.7579	11.8122	11.9488	-0.013	0.0126	0.0073
Si	2.351	8.0691	9.3408	0.0043	-0.0128	0.0028
Si	9.8302	6.8854	23.1212	-0.0023	0.0199	-0.0237
Si	10.7513	9.9907	19.4097	-0.0076	-0.003	-0.002
Si	6.7031	0.0427	10.06	-0.0173	0.0017	-0.0001
Si	8.9204	4.9687	14.0833	-0.0039	-0.0049	0.0007
O	9.8502	1.9387	21.5938	0.0093	0.0184	-0.0086
O	1.3695	17.207	20.4643	0.0012	0.0013	0.0101
O	11.2671	4.1562	21.6017	0.0004	-0.0039	0.0095
O	13.0046	14.8919	17.8551	-0.0018	-0.0001	-0.0029
O	4.2658	6.887	21.2545	0.0094	0.0035	-0.0216
O	4.2819	11.5907	16.6611	-0.002	0.0025	0.0041
O	8.3686	2.3122	11.178	0.0039	-0.0139	0.0095
O	7.0968	4.3888	18.3026	0.0066	0.006	0.0049
O	3.757	8.7629	12.7925	0.0026	-0.0044	-0.0004
O	19.5618	6.3843	19.465	-0.0032	-0.012	0.0046
O	9.3451	5.1913	17.3488	-0.0023	0.0017	0.0062
O	6.44	10.9253	15.2879	-0.0013	-0.0004	0.001
O	2.9763	10.7561	11.0846	-0.0046	-0.0038	-0.0036
O	1.8908	12.6855	12.9737	-0.0082	-0.0078	-0.0036
O	4.1592	9.2997	15.2227	-0.0026	-0.0003	-0.0002
O	10.1162	7.8353	16.809	-0.0023	0.0016	-0.0007
O	8.2049	22.5314	13.4804	0.0005	-0.0054	0.0075
O	9.3856	-0.477	20.1707	0.0176	-0.0003	-0.0032
O	0.5514	13.4321	19.5447	0.0063	0.0058	0.0045
O	-2.3685	2.1693	23.8457	0.0042	-0.0081	-0.0034
O	4.8834	14.077	17.4558	0.0022	0.0024	0.0071
O	8.4401	-0.1521	22.5249	-0.0032	-0.0069	0.0004
O	7.0209	12.2666	9.0939	0.0007	-0.008	0.0049
O	4.8913	1.4011	21.617	0.0116	-0.0007	-0.0059
O	3.1637	4.2806	12.8436	-0.0017	0.0058	-0.0051
O	6.6427	10.4729	20.657	0.0016	-0.0027	0.01
O	9.2466	14.7479	19.7505	-0.0058	0.01	-0.0037
O	1.3514	10.1004	12.9975	-0.0052	0.0038	-0.0042
O	10.3937	0.732	11.9878	0.0075	-0.003	-0.0052
O	20.4154	5.0543	12.54	-0.008	0.001	-0.0019
O	11.9394	5.7092	13.3299	0.01	-0.0062	0.0033
O	3.404	13.3745	10.985	-0.0089	0.0008	-0.0043
O	8.7325	12.4037	15.9652	0.0019	-0.002	-0.0007
O	2.1688	19.6454	21.2362	-0.0009	-0.0007	0.0087
O	7.0574	7.2553	16.5268	-0.0025	0.0033	0.0048
O	8.0433	8.3775	21.2088	-0.0042	-0.0038	0.0093
O	14.9047	10.3046	20.1773	0.0014	0.0021	0.0074
O	7.3536	16.2772	14.4299	-0.0002	0.0015	-0.0041
O	9.7151	6.104	14.9209	0.0045	0.0019	0.0184
O	8.0115	-0.2658	11.0164	0.0164	-0.0073	-0.0036
O	5.556	1.1509	19.0019	-0.0091	0.0033	-0.0023
O	5.6138	7.2746	14.307	-0.0013	0.0002	-0.0011
O	10.9675	8.3875	19.6963	-0.0026	0.0058	0.0043
O	2.6213	16.2907	22.6069	-0.0134	-0.0032	0.0049
O	1.2551	7.0571	8.6973	-0.0013	-0.0046	-0.0012
O	16.9021	7.6642	19.0991	0.0044	0.002	0.0025
O	8.8608	9.8459	15.5764	-0.0011	-0.002	0.0045
O	0.1425	13.9887	16.3119	0.0047	0.0037	0.0004
O	8.8973	6.0468	22.0916	0.008	0.0232	0.015
O	9.3115	14.3649	14.4399	0.0023	-0.0054	0.0024
O	0.1599	6.0536	10.8215	-0.0052	-0.0062	0.0188
O	10.8884	1.0977	14.5333	-0.0014	-0.0001	-0.0014
O	10.9424	7.7446	22.2965	-0.013	-0.0145	0.0106
O	5.6025	9.4206	17.3367	-0.0012	0.001	-0.0025
O	15.7207	5.3711	18.9951	0.0012	-0.0054	0.003
O	8.0925	9.0405	18.0447	-0.0012	0.0004	0.0012
O	10.4553	10.2096	17.8088	-0.0002	0.0035	-0.0044
O	13.5833	14.8041	20.4013	-0.0016	-0.0033	0.006
O	11.8239	3.684	11.641	0.0041	-0.005	-0.0044
O	12.1272	10.73	19.9395	-0.0065	-0.0022	0.0048
O	2.0709	8.3225	10.9291	-0.0029	0.0144	0.0187
O	3.1449	6.7166	14.3786	-0.0013	-0.0021	-0.0028
O	3.0114	12.6692	18.7603	0.0016	-0.0002	0.0037
O	11.7157	16.7118	16.5952	-0.0034	-0.0028	0.0007
O	5.4567	0.4976	11.0282	-0.0058	0.0007	-0.006
O	13.2531	15.2038	15.2228	-0.0033	0.0001	0.001
O	6.5899	6.0058	20.9939	0.0129	0.0025	0.0091
O	16.3772	5.3232	16.3065	0.0013	0.0021	0.0006

Results
free energy: -137508.425 eV
free energy less fixed offsets of O -568.88, Si -635.61 eV per atom: 0.275 eV

The program warned: the cutoff lies below the one the program advises for these potential files; the exchange-correlation potential is rough where the density is thin.
